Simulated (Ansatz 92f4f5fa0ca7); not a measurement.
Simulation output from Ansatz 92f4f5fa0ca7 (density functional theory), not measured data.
Periodic cell of 223 atoms, Si131O90P2, from a study of silicon, its oxide and their interface. The atomic structure is a simulated model.
Doubt: the cutoff is far below the 930 eV that the study's wrapper takes by default for these files, so forces and energies are approximate.
This geometry differs little from another in the collection (a relaxation step or a small displacement).

Settings: functional PBE; potential files Ansatz PAW; basis plane waves; wave-function cutoff 580 eV; density cutoff ratio 5; exchange-correlation grid ratio 1; k mesh 1 x 1 x 1, Gamma-centred; self-consistency stop 5e-08 eV per atom in the density residual; occupations fixed; spin none; net charge 0.

Cell vectors (angstrom)
a	10.938	0	0
b	0	10.938	0
c	0	0	32.1988

Atoms: element, x, y, z (angstrom)
Si	10.6162	0.2392	24.8745
Si	5.7681	10.6956	24.7496
Si	2.5093	2.9303	24.6388
Si	8.4551	2.4767	24.84
Si	0.3076	5.1855	24.758
Si	5.1934	5.7624	24.6871
Si	2.9691	8.0148	24.6141
Si	7.9719	8.4555	24.7378
Si	1.3589	1.3966	26.0393
Si	6.8707	1.3223	26.1284
Si	4.0754	4.1175	25.9826
Si	9.6333	4.0792	26.0855
Si	1.4259	6.838	26.0094
Si	6.7986	6.8656	26.027
Si	4.1286	9.55	26.0026
Si	9.4927	9.5838	26.1546
Si	2.7443	-0.0037	27.3522
Si	8.178	-0.0131	27.5601
Si	0.0277	2.7277	27.4853
Si	5.4551	2.7497	27.3675
Si	2.7501	5.4695	27.4271
Si	8.2024	5.4773	27.3612
Si	0.011	8.1862	27.3787
Si	5.4567	8.2044	27.4453
Si	4.0938	1.3717	28.7476
Si	9.5876	1.3678	28.8418
Si	1.3792	4.119	28.8094
Si	6.8389	4.1063	28.7459
Si	4.1061	6.8271	28.8008
Si	9.5702	6.8303	28.7559
Si	1.3796	9.5668	28.7445
Si	6.7961	9.5522	28.8502
Si	0.0198	-0.0185	30.1543
Si	5.4473	0.0166	30.1599
Si	2.7397	2.734	30.1467
Si	8.1953	2.7453	30.1504
Si	-0.0058	5.4752	30.1499
Si	5.4791	5.4611	30.1464
Si	2.7309	8.2047	30.1426
Si	8.2103	8.1929	30.1537
Si	1.3673	1.3673	31.515
Si	6.8362	1.3673	31.515
Si	4.1018	4.1018	31.515
Si	9.5708	4.1018	31.515
Si	1.3673	6.8362	31.515
Si	6.8362	6.8362	31.515
Si	4.1018	9.5708	31.515
Si	9.5708	9.5708	31.515
Si	2.7345	0	0.6835
Si	8.2035	0	0.6835
Si	0	2.7345	0.6835
Si	5.469	2.7345	0.6835
Si	2.7345	5.469	0.6835
Si	8.2035	5.469	0.6835
Si	0	8.2035	0.6835
Si	5.469	8.2035	0.6835
Si	4.1188	1.3615	2.0559
Si	9.5553	1.3666	2.0628
Si	1.3627	4.1241	2.0423
Si	6.8505	4.0655	2.0495
Si	4.0899	6.8316	2.0527
Si	9.5657	6.8469	2.0487
Si	1.3541	9.562	2.0362
Si	6.8165	9.6033	2.0466
Si	-0.0264	-0.0368	3.3891
Si	5.4701	0.0079	3.4813
Si	2.7614	2.7688	3.3685
Si	8.1555	2.6763	3.4751
Si	-0.0122	5.4793	3.4246
Si	5.4584	5.4239	3.3704
Si	2.6922	8.1885	3.4201
Si	8.1832	8.2351	3.3755
Si	1.4117	1.3468	4.6349
Si	6.8097	1.3311	4.963
Si	4.1281	4.0926	4.8015
Si	9.5499	4.0905	4.749
Si	1.3396	6.8456	4.8345
Si	6.7883	6.8448	4.6604
Si	4.0914	9.5127	4.7776
Si	9.4986	9.5942	4.7893
Si	2.7839	0.0861	6.1036
Si	8.163	-0.0929	6.3206
Si	0.0334	2.6767	5.9838
Si	5.4535	2.7745	6.324
Si	2.789	5.5093	6.1632
Si	8.1949	5.5225	6.0608
Si	-0.049	8.2601	6.1607
P	5.5133	8.1874	5.9891
Si	3.8155	1.6223	7.6449
Si	9.7957	1.1958	7.3953
Si	1.5866	3.8258	7.2963
Si	6.6442	4.4982	7.4802
Si	4.4181	6.752	7.3897
Si	9.2975	7.0638	7.4493
Si	1.0945	9.9724	7.31
P	7.069	9.3644	8.0264
O	8.0089	8.0418	7.7883
O	2.6528	2.7582	7.9896
O	9.5465	1.3606	24.2785
O	4.0811	6.8723	24.1311
O	-0.0042	0.1088	7.9256
O	5.5388	5.6634	7.9377
O	6.8738	9.5815	24.2034
O	1.3924	4.0692	24.1687
O	3.9245	7.6509	8.7051
O	0.6379	4.4461	8.4822
O	9.8601	6.4376	8.8877
O	1.9188	9.4444	8.6181
O	7.4615	4.0464	8.8516
O	4.2709	0.977	9.1154
O	7.6293	9.6614	9.5592
O	9.2127	2.0099	8.7071
O	7.7414	3.1641	23.5355
O	10.5503	5.8832	23.4495
O	5.1323	0.4659	23.4142
O	5.9148	5.125	23.3511
O	3.1399	2.2274	23.2724
O	2.3354	8.7316	23.2503
O	8.6673	7.7875	23.3998
O	0.263	10.3543	23.5981
Si	4.4382	1.601	22.4791
Si	3.6366	7.9884	14.0662
Si	7.264	1.0121	14.691
Si	0.9993	9.3838	22.5402
Si	1.2957	4.3632	11.8853
Si	6.4032	9.0132	15.3595
Si	0.8096	1.3906	12.3185
Si	8.7112	4.9698	20.5347
Si	0.3474	5.7807	9.351
Si	5.2163	3.1467	17.949
Si	1.0091	3.7791	16.7539
Si	10.5214	2.8907	19.2513
Si	5.3547	1.237	10.3347
Si	0.9968	0.2165	19.8922
Si	6.9039	9.5458	11.0389
Si	9.4537	9.7015	18.4122
Si	9.5883	9.285	12.7467
Si	6.6236	3.8692	22.5925
Si	2.4906	8.1313	9.352
Si	10.7286	7.396	17.1656
Si	2.636	6.3453	16.6064
Si	10.3007	4.5191	14.1894
Si	6.2533	9.2072	18.5587
Si	7.9822	2.6612	9.5445
Si	8.999	2.1779	12.4219
Si	5.4696	6.2694	18.086
Si	4.021	0.5804	19.4768
Si	4.3935	3.9112	12.0538
Si	5.7021	6.6726	12.1512
Si	8.1393	2.5384	17.2436
Si	4.4944	2.5356	14.965
Si	1.6951	1.2373	15.2949
Si	1.728	9.4552	12.0495
Si	8.2112	6.8841	13.915
Si	10.5703	9.8864	15.6164
Si	9.8603	7.0541	22.5605
Si	8.2366	5.5129	17.4339
O	6.2004	8.0458	11.3047
O	6.1626	9.2306	16.9407
O	7.8281	1.4142	13.2241
O	0.9851	1.7061	13.9102
O	9.581	6.2721	16.9436
O	6.9539	6.2722	13.1015
O	5.2553	4.6827	18.6205
O	9.3444	2.1936	18.3101
O	2.4625	0.1192	19.0958
O	9.5662	10.2791	16.865
O	2.9064	4.5203	11.707
O	5.1667	10.3414	19.132
O	9.5725	3.3056	13.4151
O	0.5808	1.8111	19.9785
O	3.2992	1.4045	15.0413
O	8.2521	5.3869	19.0452
O	4.0295	6.6272	17.4036
O	4.6846	3.3244	16.3962
O	9.1566	5.6571	14.3897
O	5.4923	2.795	22.1439
O	10.7961	4.1199	15.6734
O	0.4529	3.9039	18.2862
O	10.5181	10.5457	19.3186
O	9.8575	10.1039	14.1595
O	10.9528	8.1648	22.0849
O	1.3729	2.2075	16.5569
O	9.8485	3.7951	20.4386
O	8.2601	4.0649	16.7034
O	0.1086	9.1674	11.9822
O	6.6993	2.4395	18.0089
O	5.7412	10.7558	11.1344
O	7.8596	9.6144	18.9085
O	10.1617	1.0707	12.0351
O	1.509	6.8745	9.0838
O	0.7431	4.8446	13.353
O	5.8252	7.6415	19.0145
O	5.3644	5.1586	11.5343
O	2.8352	7.0596	15.1508
O	1.0799	2.7799	11.5231
O	1.0616	10.7099	15.6783
O	2.5348	8.5912	10.9137
O	4.8141	2.4916	11.2824
O	4.3711	3.5725	13.6829
O	2.3031	4.7441	16.4838
O	10.8538	8.2906	15.7985
O	7.063	10.3479	14.7301
O	2.5113	9.0123	13.4294
O	8.185	1.562	15.9326
O	4.3038	7.0539	12.9071
O	4.2909	2.0277	18.7237
O	7.3776	4.4167	21.2733
O	8.4528	2.9218	11.0796
O	1.326	6.9062	17.4351
O	5.8072	1.6557	14.7657
O	8.2237	9.8308	11.9919
O	9.2584	6.3215	21.2477
O	9.2339	7.7271	12.9974
O	1.8032	0.1623	11.8749
O	6.7768	6.1866	17.0804
O	7.518	7.8404	15.0601
O	1.3324	10.3419	21.2715
O	10.1477	8.2211	18.4397
O	4.025	0.8803	21.0858
O	0.4076	5.3202	10.901
O	6.7234	1.6379	9.5476
O	4.9104	8.7737	14.7299

Results
free energy: -135974.422 eV
free energy less fixed offsets of O -568.88, P -755.39, Si -635.61 eV per atom: 0.468 eV

Forces (eV/angstrom), in the order of the atoms: element, x, y, z
Si	-0.0011	0.0023	0.0008
Si	0.0015	0.0013	0.004
Si	-0.0001	0.0016	0.002
Si	0.0007	0.0003	0.0052
Si	0.001	0.0009	0.0035
Si	-0.0008	0.0013	0.0024
Si	0.0005	0.0001	0.0024
Si	0.0008	0.0019	0.0019
Si	-0.0016	0.0024	0.0011
Si	0.0038	-0.0025	0.0011
Si	-0.0002	0.0011	-0.0007
Si	0.0024	-0.003	-0.0005
Si	0.0014	-0.0007	-0.0004
Si	-0.0013	0.0009	-0.0002
Si	0.0012	-0.0019	-0.0009
Si	-0.0025	0.0021	0.0025
Si	0.0001	-0.0004	-0.0006
Si	0.0002	0.0012	-0.0043
Si	-0.0008	-0.0003	-0.0039
Si	0.0003	-0.0005	-0.0009
Si	0.0003	-0.0003	-0.0032
Si	0.0006	-0.0002	-0.0006
Si	0.0001	-0.0004	-0.0004
Si	0.0011	0.0011	-0.0041
Si	0.0009	0.0014	0.0027
Si	-0.001	-0.0009	-0.0027
Si	0.0016	-0.0011	-0.0008
Si	-0.0001	-0.0011	0.0029
Si	-0.0009	-0.0009	0.0015
Si	0.0004	0.0024	0.002
Si	-0.0012	-0.0007	0.0027
Si	0.0053	0.0004	-0.0038
Si	0.0028	-0.0002	0.0009
Si	-0.0032	0.0024	0.0006
Si	0.0009	-0.0028	0.0006
Si	-0.0008	0.0025	0.0007
Si	-0.0024	0.0017	0.0002
Si	0.0028	-0.0002	0.0009
Si	0	0.0037	0.0002
Si	0.0007	-0.0032	0.0015
Si	0.0958	-0.0425	0.0227
Si	-0.0443	0.0862	-0.0261
Si	0.0679	-0.0714	0.0094
Si	-0.039	0.0807	-0.0058
Si	-0.0622	0.0585	-0.0465
Si	0.063	-0.1114	0.0561
Si	-0.1504	0.0174	0.0107
Si	0.0516	-0.0894	0.02
Si	0.0383	-0.0014	0.1053
Si	-0.0257	0.1085	-0.0779
Si	-0.1096	0.0214	0.1087
Si	0.0769	-0.139	-0.0813
Si	-0.0546	0.1176	-0.153
Si	0.0554	-0.1008	0.1136
Si	-0.0313	-0.0993	-0.1392
Si	-0.0795	0.0777	0.0797
Si	-0.004	-0.0022	0.0011
Si	0.0031	0.0042	0.0043
Si	-0.005	-0.0013	0.0009
Si	-0.0021	-0.0026	-0.0013
Si	0.0013	0.0041	0.0054
Si	-0.0014	-0.0028	0.0001
Si	-0.0004	0.0061	-0.0037
Si	-0.0036	0.0007	0.0003
Si	-0.0041	-0.0075	0.0052
Si	-0.0044	-0.0017	-0.0004
Si	0.0013	-0.0081	0.0035
Si	-0.0049	-0.0017	-0.0005
Si	-0.0042	0.0027	-0.0015
Si	0.0183	0.0077	0.0035
Si	0.0072	0.0024	0.0062
Si	0.0004	-0.0117	0.0061
Si	0.0041	0.0015	0.0061
Si	0.0121	0.0005	-0.0003
Si	-0.0109	-0.0003	0.0063
Si	0.0044	-0.0026	-0.0055
Si	-0.0018	0.0021	-0.0024
Si	0.0068	-0.0128	-0.0224
Si	0.002	-0.0103	-0.0038
Si	-0.0041	0.0171	0.0066
Si	-0.0002	-0.0005	-0.006
Si	0.0167	-0.0034	0.0086
Si	0.0042	-0.0123	0.0125
Si	-0.0057	-0.0052	-0.0045
Si	0.0254	0.0128	0.0059
Si	-0.005	0.0028	-0.0152
Si	0.006	-0.0065	-0.0027
P	-0.0147	0.0196	0.0191
Si	0.0041	0.0017	-0.0047
Si	-0.0119	0.0004	-0.0283
Si	-0.0059	-0.0022	0.0049
Si	0.0043	-0.0004	0.0121
Si	-0.0023	-0.0221	0.0105
Si	0.0169	0.0179	-0.0089
Si	-0.0152	0.0007	-0.017
P	-0.0287	0.0176	0.0359
O	-0.008	-0.0129	0.0023
O	-0.0055	0.0003	0.0028
O	0.0006	0	0.0001
O	0.0005	0.0004	0.0014
O	0.0083	0.0044	0.0161
O	-0.0057	0.0169	-0.013
O	-0.0006	0	0
O	-0.0001	0.0002	0.0002
O	0.0132	-0.0031	-0.011
O	0.0037	0.001	-0.0069
O	0.0044	-0.0099	0.0012
O	0.0072	-0.0026	0.0087
O	-0.0058	0.0084	-0.0062
O	-0.0057	0.0046	-0.0035
O	-0.0261	-0.0057	0.0121
O	-0.0042	0.0075	0.0029
O	-0.0022	0.0027	-0.0034
O	-0.0005	0.0012	-0.002
O	-0.0012	0.0019	-0.0025
O	0.0009	-0.0007	0.0006
O	0.0018	-0.0006	-0.0004
O	-0.0024	0.0021	-0.0024
O	0.0021	-0.0013	-0.0008
O	0.0017	-0.0009	0.0003
Si	0.0006	-0.0003	0.0018
Si	0.0024	0.0008	-0.0006
Si	0.0032	-0.0013	-0.0019
Si	0.0018	0.0003	0.0007
Si	-0.0007	0.0015	-0.0003
Si	0.0007	0.0013	-0.0027
Si	-0.0024	0.0016	0.0013
Si	0.0012	0.0013	0.0002
Si	0.0017	-0.0062	0.0044
Si	0.0012	0.0002	-0.0026
Si	0.0011	0.0004	-0.0016
Si	0.0005	0.0004	-0.0007
Si	0.0113	-0.0145	0.0029
Si	0.001	-0.0014	-0.0008
Si	0.0287	0.0096	-0.05
Si	0.0012	0.0017	-0.0024
Si	-0.0065	0.0037	-0.0075
Si	0.0016	-0.0013	0.0011
Si	-0.0033	0.0049	0.0019
Si	0.0018	0.0012	-0.0021
Si	0.0017	0.0012	-0.0033
Si	0.0023	-0.002	-0.002
Si	0.0008	0.0013	-0.0034
Si	0.0147	-0.0084	-0.0038
Si	0.0007	0.0007	-0.0045
Si	0.0008	0.0011	-0.0025
Si	0.0007	0.001	0.0009
Si	-0.0003	0	0.0024
Si	0.0052	0.0105	0.0006
Si	0.0015	-0.0003	-0.0024
Si	0.0021	0.0007	-0.0012
Si	0.0005	-0.0003	-0.0011
Si	-0.0003	-0.0028	0.0032
Si	0.0017	0.003	-0.0029
Si	0.0024	0.0013	-0.0018
Si	-0.0002	0.0002	0.0013
Si	0.0017	0.0004	-0.0005
O	0.0019	-0.0064	0.0062
O	0.0022	0.0016	0.003
O	0.0007	0.0016	0.0016
O	0.0012	0.0009	-0.0007
O	0.0016	0.0006	0.0011
O	0.0051	-0.0008	0.0019
O	0.0007	0.0004	0.0012
O	0.0014	0.0008	0.0006
O	0.0016	0.0008	0.0007
O	0.0014	-0.0002	0.0023
O	0.0026	0.0012	-0.0006
O	0.0019	0.0002	0.0013
O	0.0044	0.0046	0.0012
O	0.0012	0.0008	0.0014
O	0.0005	0.0006	0.0002
O	0.0009	0.001	-0.002
O	0.0017	0.0008	0.0013
O	0.0004	0.0011	0.0013
O	0.0002	0.0019	0.0003
O	0.0007	0.0006	0.0008
O	0.001	0.0005	0.0001
O	0.0017	0.0013	0.0002
O	0.0015	0.0014	0.0006
O	0.003	0.0008	0.0029
O	0.0008	0.0006	0.0007
O	0.0027	0.0013	0.0009
O	0.001	0.0002	0.0007
O	0.0022	0.0013	0.0003
O	0.0019	0.001	0.0007
O	0.0012	0.0015	0.0011
O	0.0026	0.0049	0.0066
O	0.001	0	0.0018
O	0.0039	0.0011	-0.0007
O	-0.0023	-0.0017	-0.001
O	0.001	0.0012	0.0011
O	0.0015	-0.0003	0.0018
O	0.0002	0.0004	-0.0034
O	-0.0001	0.0003	0.0014
O	0.0016	-0.0019	-0.0011
O	0.0014	0.0008	0.0004
O	-0.0005	0.0012	0.0016
O	-0.0028	0.0064	0.0017
O	0.0007	0.0011	-0.0011
O	0.0001	0.0006	0.0008
O	0.0011	0	0.0017
O	0.002	0.0005	0.0018
O	0.0003	0.0014	-0.0003
O	0.0011	0.0021	0.0018
O	0.0002	-0.0005	-0.0011
O	0.0022	0.0013	0.0005
O	0.0025	0.0009	-0.0003
O	0.0017	0.0022	0.0089
O	0	0.0008	0.0012
O	-0.0001	0.0015	0.0006
O	0.0033	-0.0041	0.0029
O	0	-0.0011	-0.0011
O	-0.0001	-0.0018	0.0004
O	0.0022	0.001	-0.0013
O	0.001	0.0009	0.0013
O	0.0023	-0.0004	0.001
O	-0.0002	0.0019	-0.0011
O	0.0011	0.0004	0.0015
O	0.0002	-0.0008	-0.0024
O	0.0003	0.0001	-0.0005
O	-0.005	0.0019	-0.0027
O	0.0012	0.0007	0.0005

The program warned: the cutoff lies below the one the program advises for these potential files; the forces do not sum to zero within the program's tolerance; the exchange-correlation potential is rough where the density is thin.
